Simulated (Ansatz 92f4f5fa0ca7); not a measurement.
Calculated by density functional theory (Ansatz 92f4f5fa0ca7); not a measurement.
Periodic cell of 276 atoms, Si166O98H12, from a study of silicon, its oxide and their interface. The atomic structure is a simulated model.

Settings: functional PBE; potential files Ansatz PAW; basis plane waves; wave-function cutoff 700 eV; density cutoff ratio 5; exchange-correlation grid ratio 1; k mesh 2 x 2 x 1, shifted by 0.5 0.5 0.5 of a step; self-consistency stop 5e-08 eV per atom in the density residual; occupations fixed; spin none; net charge 0.

Cell vectors (angstrom)
a 11.6015 0 0
b 0 13.3963 0
c 0 0 31.0889

Atoms and the computed forces on them: element, x, y, z (angstrom), force x, y, z (eV/angstrom)
Si 11.5669 0.0432 24.1726 0.0059 -0.0153 -0.0563
Si 3.8646 0.0091 24.3913 0.0199 0.0139 -0.0428
Si 7.6947 0.0178 24.3694 -0.0083 -0.0146 -0.0375
Si 1.9529 3.3462 24.3848 -0.0044 -0.0126 -0.0126
Si 5.8065 3.3585 24.4109 -0.0264 -0.0009 -0.0375
Si 9.8007 3.3654 24.3891 0.014 -0.0132 -0.0521
Si 11.3168 6.777 24.3962 -0.096 0.002 -0.0207
Si 3.7947 6.7661 24.4542 0.0446 -0.0256 -0.0439
Si 7.7208 6.5703 24.6397 0.0613 0.0069 -0.046
Si 1.9412 10.0427 24.3983 0.0134 -0.0174 -0.0266
Si 5.7863 10.0415 24.425 -0.0288 0.0043 -0.0421
Si 9.6575 10.0725 24.2457 -0.0021 -0.0216 -0.0603
Si 11.6574 2.1923 25.1843 0.0078 0.0053 -0.0196
Si 3.884 2.238 25.1783 -0.0268 -0.0068 -0.0127
Si 7.7836 2.2641 25.083 0.0457 0.0236 0.0088
Si 1.7907 5.6258 25.0108 -0.0126 0.0212 0.045
Si 5.6941 5.5651 25.2357 -0.0012 0.0151 -0.018
Si 9.6423 5.5088 25.4376 0.0531 -0.014 -0.0744
Si 11.5707 8.9881 25.1519 -0.0267 -0.0049 -0.0153
Si 3.8548 8.9699 25.2547 -0.0053 -0.0028 -0.0295
Si 7.7459 8.9095 25.1048 0.0198 0.0016 -0.0016
Si 1.8887 12.3032 25.0565 -0.0359 0.0216 0.0043
Si 5.7872 12.2828 25.1772 0.0145 -0.0119 -0.0237
Si 9.6569 12.3028 25.0537 0.0266 0.003 -0.003
Si 11.6238 2.1916 27.5481 -0.0057 0.0125 -0.0061
Si 3.878 2.2322 27.537 -0.0101 0.0018 0.0058
Si 7.7671 2.2331 27.4803 0.0057 0.0074 -0.0096
Si 1.893 5.5994 27.443 -0.0165 0.0235 -0.0266
Si 5.7734 5.5758 27.5838 -0.0011 0.0076 0.0013
Si 9.6869 5.5417 27.7313 0.0261 0.0123 0.0131
Si 11.5892 8.9459 27.5272 -0.0093 0.0044 -0.0124
Si 3.8589 8.9419 27.5928 -0.0024 -0.006 0.0078
Si 7.7466 8.9306 27.4966 0.003 0.0192 -0.006
Si 1.9113 12.286 27.4644 -0.0174 0.0063 -0.0176
Si 5.8009 12.2815 27.5366 0.0036 0.0001 0.0096
Si 9.6766 12.2755 27.4644 0.0178 0.016 -0.019
Si 1.9547 1.0938 28.3284 0.021 0.0081 -0.0177
Si 5.8257 1.1249 28.3146 -0.0099 -0.0009 -0.0114
Si 9.6743 1.1004 28.3128 -0.0198 -0.0066 -0.0045
Si 11.6431 4.4263 28.3505 0.0115 -0.0023 -0.0224
Si 3.823 4.4716 28.3159 -0.0011 -0.0102 -0.004
Si 7.7114 4.4353 28.3514 -0.0319 0.0065 -0.031
Si 1.9131 7.8074 28.3189 0.0083 -0.0007 -0.011
Si 5.8113 7.8221 28.3282 -0.0068 0.0032 -0.0141
Si 9.6679 7.8254 28.3374 0 -0.0066 -0.0045
Si 11.5977 11.1765 28.3126 0.0062 0.0005 -0.0033
Si 3.8488 11.1851 28.3217 0.0116 0.005 -0.0114
Si 7.7474 11.164 28.3076 -0.0207 -0.0092 -0.012
Si 1.9336 1.1164 30.6939 0.0239 -0.0569 0.008
Si 5.8008 1.1164 30.6939 0.0724 0.0372 -0.1059
Si 9.6679 1.1164 30.6939 -0.0164 -0.0676 -0.0911
Si 0 4.4654 30.6939 0.2113 -0.0941 0.2076
Si 3.8672 4.4654 30.6939 -0.1687 0.0347 -0.0692
Si 7.7343 4.4654 30.6939 -0.1163 -0.1046 0.2027
Si 1.9336 7.8145 30.6939 -0.0636 -0.0403 -0.0553
Si 5.8008 7.8145 30.6939 0.0541 0.0353 0.046
Si 9.6679 7.8145 30.6939 -0.0088 0.1122 0.0739
Si 0 11.1635 30.6939 -0.0312 0.047 -0.1257
Si 3.8672 11.1635 30.6939 -0.0806 0.1082 -0.0185
Si 7.7343 11.1635 30.6939 0.0659 0.0037 -0.1221
Si 0 0 0.3944 0.0092 -0.0015 -0.0204
Si 3.8672 0 0.3944 0.0202 -0.0131 0.0173
Si 7.7343 0 0.3944 -0.0135 0.04 0.0813
Si 1.9336 3.3491 0.3944 -0.001 0.0036 0.0811
Si 5.8008 3.3491 0.3944 0.0436 -0.043 0.0713
Si 9.6679 3.3491 0.3944 -0.0165 0.0101 0.1034
Si 0 6.6981 0.3944 -0.0374 -0.0024 0.0398
Si 3.8672 6.6981 0.3944 0.0128 -0.035 -0.0132
Si 7.7343 6.6981 0.3944 0.0652 -0.0483 0.0434
Si 1.9336 10.0472 0.3944 -0.0031 -0.0476 0.0006
Si 5.8008 10.0472 0.3944 0.0471 0.0073 0.0508
Si 9.6679 10.0472 0.3944 0.0665 -0.011 -0.0276
Si 11.6092 -0.0079 2.7578 -0.0042 0.0045 0.0028
Si 3.8835 -0.0069 2.761 0.0056 -0.0009 0.0084
Si 7.7436 0.004 2.7716 -0.0015 0.0054 0.0026
Si 1.9415 3.3367 2.7595 -0.0054 -0.0035 0.0142
Si 5.7967 3.3396 2.7696 0.0119 -0.0003 0.0035
Si 9.6732 3.3411 2.7824 -0.0051 -0.0039 0.0046
Si 11.6008 6.6883 2.7678 0.0049 0.003 0.0076
Si 3.8786 6.6949 2.7628 0.0052 -0.008 0.0165
Si 7.7622 6.6806 2.7693 -0.014 0.0046 0.0067
Si 1.9437 10.0257 2.7651 0.0007 0.0102 0.0166
Si 5.8296 10.0521 2.7748 -0.0245 0.0042 0.0036
Si 9.7006 10.0491 2.7531 0.0095 0.007 0.011
Si 11.6156 2.2192 3.558 0.0102 -0.0069 0.0038
Si 3.865 2.2179 3.5664 -0.0063 -0.0126 0.0105
Si 7.73 2.2347 3.5886 0.0002 -0.0059 0.0009
Si 1.9359 5.5719 3.5394 -0.0102 0.0007 0.001
Si 5.8176 5.5745 3.5484 0.0033 -0.0038 0.0026
Si 9.6875 5.5659 3.6078 0.0071 -0.0151 0.0178
Si 11.6097 8.9132 3.5828 -0.0181 -0.0111 -0.0006
Si 3.8933 8.9257 3.5521 0.0049 -0.0025 -0.0041
Si 7.7834 8.9221 3.529 0.013 -0.0139 0.0122
Si 1.9459 12.2676 3.5254 -0.0014 -0.0084 0.0004
Si 5.8161 12.2903 3.5827 -0.0033 -0.0133 -0.0039
Si 9.6774 12.2771 3.5542 0.0036 -0.0038 -0.0039
Si 11.6198 2.1809 5.9286 0.0087 0.0036 0.0104
Si 3.8528 2.2163 5.9389 -0.0161 0.0029 0.0067
Si 7.7311 2.2216 5.9799 -0.0074 -0.0024 -0.0022
Si 1.9302 5.5698 5.9002 -0.0091 -0.0013 0.0203
Si 5.8204 5.5652 5.9166 0.0186 -0.007 0.0175
Si 9.7041 5.5416 6.0115 0.0168 -0.0037 -0.0133
Si 11.6244 8.9037 5.966 -0.0241 0.0003 -0.0007
Si 3.9056 8.91 5.9175 0.0069 -0.0194 -0.0043
Si 7.8259 8.9164 5.8899 0.037 0.0002 0.0195
Si 1.9534 12.2363 5.8801 0.0038 0.0047 0.0119
Si 5.8125 12.2828 5.9621 0.0044 0.0081 0.0069
Si 9.6831 12.2626 5.9148 -0.0081 -0.0004 0.0093
Si 1.9403 1.0355 6.722 0.0047 0.0103 0.0447
Si 5.7778 1.1254 6.7669 -0.015 0.006 0.0347
Si 9.675 1.0872 6.6946 0.0078 0.0183 0.0212
Si 11.6585 4.3893 6.7531 0.0274 0.0053 0.0317
Si 3.8616 4.4699 6.6547 -0.0125 0.0011 0.0132
Si 7.7393 4.458 6.7688 -0.0082 0.0208 0.048
Si 1.9742 7.7942 6.6851 0.0055 0.0054 0.0248
Si 5.8877 7.8232 6.6173 0.0104 0.0113 0.0522
Si 9.7206 7.7688 6.8204 -0.0095 0.0037 0.0339
Si 11.6199 11.1512 6.6749 0.0042 -0.0077 0.0448
Si 3.8798 11.1371 6.6758 -0.0072 0.0026 0.0425
Si 7.7555 11.1445 6.6765 0.0132 -0.0186 0.0323
H 3.8166 4.512 8.1536 0 -0.0057 -0.0049
H 11.6357 11.1907 8.1772 -0.0003 -0.0071 -0.002
H 3.8377 11.1397 8.1783 0.0027 -0.0061 -0.0008
H 1.9947 7.7831 8.1876 -0.0019 -0.0082 -0.0023
H 9.6957 1.0715 8.1982 -0.0001 -0.0047 -0.0044
H 7.7809 11.1298 8.1794 -0.0025 -0.0069 -0.0019
O 5.699 1.1627 8.4402 -0.006 0.0014 0.025
O 7.7514 4.5253 8.4475 -0.0188 -0.0107 0.0234
O 9.7693 7.6983 8.4926 -0.0197 -0.0057 0.0085
O 6.0733 7.9384 8.2577 -0.014 -0.0184 0.0085
O 1.9145 0.8525 8.3809 0.0115 -0.0023 0.0089
O 0.1928 4.2827 8.408 -0.0205 -0.0082 0.0242
H 1.9932 9.9641 22.8984 -0.0054 0.0069 -0.0033
H 1.9601 3.2457 22.8879 -0.005 0.0086 -0.0004
H 5.7656 3.3887 22.9128 0.0025 0.0069 0.0015
H 3.9268 0.0345 22.8898 -0.0035 0.0025 0.003
H 5.7125 10.0461 22.9239 0.0048 0.0054 0.003
H 7.6388 -0.0055 22.8664 0.0038 0.0042 -0.0003
O 3.8694 6.9856 22.8065 -0.0051 0.0074 -0.0079
O 9.6788 10.0442 22.5723 0.0052 0.0178 -0.0196
O 10.6507 6.9388 22.8314 0.0129 -0.0118 -0.0002
O 8.0336 6.1356 23.0529 0.0007 0.029 0.0273
O 11.4896 13.6071 22.4932 0.0087 -0.0032 -0.0211
O 10.1851 3.3977 22.7505 -0.0337 0.0243 -0.0184
Si 5.759 12.2151 13.4432 -0.0002 0.0017 -0.0024
Si 7.8086 6.7126 15.7909 0.0007 -0.0002 -0.0028
Si 7.2279 7.3604 20.184 0.0012 0.0038 0.0082
Si 8.3342 1.9604 14.7863 -0.0005 -0.0053 -0.0039
Si 9.4836 4.828 11.4468 -0.0023 -0.0052 0.0048
Si 0.3766 3.9639 9.9879 0.0025 -0.0058 0.0154
Si 9.2584 6.5402 22.0528 -0.0102 0.006 -0.02
Si 9.4307 7.7745 10.0886 -0.0005 0.0086 0.0119
Si 6.6178 5.064 18.1887 -0.0018 0.002 -0.0004
Si 4.0451 11.3416 15.6605 0.0004 0.0031 -0.0056
Si 2.8215 3.6683 16.1423 0.0012 -0.0026 -0.0034
Si 3.0823 8.251 19.07 0.0027 -0.007 0.0036
Si 0.9234 12.4581 12.0395 -0.0031 0.0052 -0.0051
Si 5.2978 1.9056 9.8329 -0.004 0.0036 0.0075
Si 0.261 8.268 19.3761 -0.0091 -0.0015 0.0034
Si 10.7002 13.2873 14.4516 0.0017 0.0084 -0.0007
Si 11.3961 9.1713 16.4039 -0.0016 0.0001 -0.0043
Si 3.373 10.6792 12.9619 -0.0001 -0.0005 -0.0027
Si 9.6534 4.6375 14.6714 0.0027 0.0043 -0.0023
Si 5.3356 6.7429 14.3013 0.0034 0.0021 0.0002
Si 0.8731 7.7995 14.0016 -0.0009 0.0028 -0.0054
Si 2.0111 5.8111 11.8884 -0.0032 0.0013 -0.0047
Si 8.4344 9.6764 16.3353 -0.0044 0.0074 -0.004
Si 1.2273 11.9714 16.4139 -0.0006 0.0067 -0.0003
Si 11.5226 3.5484 16.989 -0.0012 -0.0046 -0.008
Si 3.9873 4.4387 19.6595 0.0042 -0.0009 0.0149
Si 7.451 10.2441 19.1234 -0.0028 0.0105 0.0009
Si 6.0782 1.6376 12.6164 0.0012 -0.0001 -0.0051
Si 4.2474 1.9277 18.3217 0.0004 -0.0013 0.0045
Si 7.2006 1.9182 17.7036 -0.0028 -0.0095 -0.0015
Si 2.1157 1.2737 9.9393 0.0076 -0.0039 0.0127
Si 8.5607 11.0633 13.7419 -0.0051 -0.0007 -0.0068
Si 0.8299 5.1195 19.4802 0.0033 0.0004 0.0028
Si 10.018 10.2989 20.9955 -0.0021 0.0071 -0.0044
Si 3.0775 6.9187 16.123 0.001 0.0022 -0.0014
Si 10.3333 3.9159 21.2145 -0.0085 0.0036 0.0007
Si 4.0478 8.0824 11.7309 -0.0039 0.0086 -0.0104
Si 4.6187 10.8207 18.7355 0.0022 0.003 0.0004
Si 9.8863 1.7533 19.0628 -0.0024 -0.0055 0.0035
Si 11.5645 13.1 20.93 0.0059 -0.0004 -0.0053
Si 4.447 6.6221 21.3514 0.0046 -0.0077 0.009
Si 6.9129 4.5619 9.8536 -0.0057 -0.0003 -0.001
Si 4.0729 3.9858 13.4456 0.0047 -0.0049 -0.0043
Si 6.3689 7.6346 9.8125 -0.0055 0.0049 0.0029
Si 10.9071 9.8027 12.0126 -0.002 0.0026 -0.0059
Si 2.3487 12.8927 19.0778 -0.0043 0.0041 0.0052
O 5.7367 1.2779 18.0925 0.0013 0.0303 -0.0061
O 4.6362 7.1586 15.7175 -0.0127 -0.0168 -0.0249
O 7.0864 8.6589 19.229 0.0075 0.0156 0.0155
O 4.3021 9.2898 19.146 -0.0221 0.0165 -0.0059
O 9.5636 12.1415 14.4022 0.0007 -0.0024 -0.0167
O 8.6341 10.6343 20.1748 0.0055 -0.0176 -0.008
O 1.0025 6.467 13.034 0.0145 -0.002 -0.0273
O 2.7374 12.318 15.8609 -0.0126 -0.0223 0.0116
O 9.8578 4.8066 13.0509 -0.0103 0.0033 -0.0054
O 3.1156 9.3917 12.012 0.0226 0.0038 0.0134
O 2.8391 7.5887 17.5907 0.0026 0.004 0.0024
O 2.4191 4.7631 19.3007 0.0009 -0.0003 0.0008
O 1.7089 9.0127 19.5098 -0.0042 -0.0296 -0.0148
O 6.2811 1.3475 11.019 -0.0212 0.0146 0.0039
O 9.4769 10.1407 12.756 0.0146 0.0099 0.0051
O 1.2346 2.6077 10.2525 -0.001 0.0017 -0.0144
O 5.6602 3.5113 9.7668 0.017 -0.0056 -0.0055
O 3.5372 11.8264 19.4027 0.0012 -0.0059 -0.0269
O 6.2494 6.0316 10.1006 0.0198 0.013 -0.013
O 2.178 11.7751 12.8308 0.0004 -0.008 -0.0111
O 9.2158 6.0555 15.3273 -0.0239 -0.0155 -0.006
O 0.9389 10.3497 16.2436 0 0.0119 0.0053
O 7.8488 10.5396 17.5722 0.0033 -0.0229 0.004
O 7.4867 1.5458 16.1255 0.0077 0.006 0.0057
O 2.9423 4.5896 12.4408 0.0061 0.0212 0.0055
O 10.6773 2.344 17.7328 -0.0042 0.0111 0.0122
O 6.0987 11.1472 19.3509 -0.0008 -0.0274 -0.0079
O 7.959 4.2916 11.1043 0.0129 0.0246 -0.0253
O 3.0053 6.9342 11.2475 0.0032 -0.0017 0.027
O 6.9315 5.7343 16.7462 0.0186 0.0094 0.0066
O 1.1226 5.2425 10.6663 -0.0062 -0.0176 0.0053
O 5.0108 5.1071 18.542 0.013 -0.0175 0.0144
O 3.9459 2.9586 17.0878 -0.0118 -0.0116 0.0151
O 5.1857 8.4041 10.624 0.0077 -0.029 0.0059
O 4.5182 10.7982 17.1068 -0.0147 0.0149 0.0141
O 10.4616 8.8614 10.7518 -0.0102 -0.0094 0.0033
O 8.4151 1.2309 18.5662 0.0025 0.0263 -0.0145
O 3.0847 0.8105 18.4549 0.0053 -0.0036 0.0019
O 8.4605 3.5715 14.9023 0.0226 0.0048 -0.0063
O 7.8475 10.1484 14.8931 0.0247 0.0051 0.0073
O 5.1013 2.9345 12.7573 -0.0077 -0.0029 0.0047
O 5.3924 12.0067 15.0279 -0.0111 -0.0156 -0.0213
O 0.4798 6.692 19.7786 -0.0053 0.0036 -0.0136
O 7.5102 1.7022 13.3989 -0.0063 -0.0014 0.0127
O 0.1197 12.924 15.681 0.003 -0.0136 -0.0129
O 5.0187 5.178 14.01 -0.0254 0.0124 -0.0065
O 5.9319 7.2519 21.1722 -0.0105 -0.013 -0.0311
O 1.535 13.1903 20.4607 -0.0225 -0.0056 -0.0173
O 11.4043 8.0189 15.2275 -0.0102 0.0221 0.0193
O 10.8065 9.0182 20.3482 0.0041 0.0106 -0.0116
O 10.5156 3.8074 10.6967 0.0075 0.0268 -0.0039
O 9.6215 2.9004 20.1787 0.0219 -0.0016 -0.005
O 0.0595 4.76 18.0803 0.0131 -0.021 0.002
O 3.5369 10.2417 14.5433 0.0029 0.0237 -0.0273
O 7.8472 8.1941 10.2575 0.0025 -0.0256 -0.0192
O 7.3724 5.9763 19.3198 -0.0241 0.0126 -0.0088
O 2.7341 5.3122 16.218 0.0075 0.0036 -0.0061
O 7.31 11.8668 13.0493 -0.0054 0.002 0.0148
O 9.662 6.3413 10.8455 -0.0099 -0.0044 -0.0038
O 8.5706 7.657 21.0764 -0.0207 -0.0107 -0.0197
O 3.2399 3.2425 14.6292 0.0095 0.0274 0.0013
O 4.8058 11.3021 12.4866 -0.0111 0.007 0.0335
O 6.9336 6.979 14.439 -0.0121 -0.0096 0.0256
O 5.3073 0.3547 13.2121 0.011 0.0052 -0.0162
O 7.165 3.5222 18.084 -0.0129 -0.0053 -0.0004
O 2.2522 7.6669 14.9075 0.0139 -0.0168 0.016
O 3.4285 7.1511 20.2028 0.0092 0.0115 -0.0056
O 10.0184 9.9993 16.3027 -0.0041 -0.0301 0.0021
O 4.2287 2.8251 19.6933 -0.0049 0.0173 -0.0383
O 3.7121 1.6164 10.1874 0 0.0001 -0.0179
O 0.4116 9.0282 12.9774 -0.0161 0.0003 -0.0168
O 10.6991 0.5778 19.8463 -0.0011 0.0026 -0.0033
O -0.0075 13.3449 13.0711 -0.0002 -0.0244 0.0065
O 9.8363 1.2736 14.6926 -0.014 0.0056 -0.0024
O 9.5392 5.3096 21.0483 0.0214 -0.0057 0.0309
O 4.4192 4.9942 21.1377 -0.0028 0.018 -0.035
O 8.1352 8.0983 16.5626 -0.0029 0.0082 -0.0254
O 1.4008 3.0014 16.5775 -0.0003 0.0242 0.0034
O 11.4072 8.3727 17.8176 0.0128 0.0099 0.0102
O 4.8133 7.6679 13.0927 -0.0185 -0.0133 -0.0027
O 0.0021 11.2023 11.4779 -0.0011 -0.0058 0.0279
O 1.2457 12.3245 18.0102 0.0228 0.0016 -0.0154
O 1.5367 0.0462 10.8782 -0.0019 0.0101 0.0035
O 0.2846 4.1915 20.7309 -0.0166 0.0143 -0.0257
O 11.0216 11.572 20.8638 -0.0122 0.0053 0.0031
O 10.9189 4.1074 15.568 -0.0135 -0.001 0.0091

Results
free energy: -161480.199 eV
free energy less fixed offsets of H -17.10, O -569.03, Si -635.61 eV per atom: 1.201 eV

The program warned: the cutoff lies below the one the program advises for these potential files; the exchange-correlation potential is rough where the density is thin.
